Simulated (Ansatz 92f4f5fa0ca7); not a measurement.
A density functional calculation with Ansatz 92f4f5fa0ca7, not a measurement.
Periodic cell of 255 atoms, Si165O90, from a study of silicon, its oxide and their interface. The atomic structure is a simulated model.
Doubt: the cutoff is low for norm-conserving oxygen, so forces and energies are approximate.

Settings: functional HSE06; potential files SPMS norm-conserving; basis plane waves; wave-function cutoff 800 eV; density cutoff ratio 4; exchange-correlation grid ratio 1; k mesh 1 x 1 x 1, Gamma-centred; occupations fixed; spin none; net charge 0.

Cell vectors (angstrom)
a  10.938  0  0
b  0  10.938  0
c  0  0  37.0262

Atoms: element, x, y, z (angstrom)
Si  0  0  0.683
Si  5.469  0  0.683
Si  2.7345  2.7345  0.683
Si  8.2035  2.7345  0.683
Si  0  5.469  0.683
Si  5.469  5.469  0.683
Si  2.7345  8.2035  0.683
Si  8.2035  8.2035  0.683
Si  1.3673  1.3673  2.0503
Si  6.8362  1.3673  2.0503
Si  4.1018  4.1018  2.0503
Si  9.5708  4.1018  2.0503
Si  1.3673  6.8362  2.0503
Si  6.8362  6.8362  2.0503
Si  4.1018  9.5708  2.0503
Si  9.5708  9.5708  2.0503
Si  2.7345  0  34.9747
Si  8.2035  0  34.9747
Si  0  2.7345  34.9747
Si  5.469  2.7345  34.9747
Si  2.7345  5.469  34.9747
Si  8.2035  5.469  34.9747
Si  0  8.2035  34.9747
Si  5.469  8.2035  34.9747
Si  4.1018  1.3673  36.3419
Si  9.5708  1.3673  36.3419
Si  1.3673  4.1018  36.3419
Si  6.8362  4.1018  36.3419
Si  4.1018  6.8362  36.3419
Si  9.5708  6.8362  36.3419
Si  1.3673  9.5708  36.3419
Si  6.8362  9.5708  36.3419
Si  -0.1719  -0.1802  26.7594
Si  4.2346  -0.2854  26.145
Si  2.6599  2.3814  26.7311
Si  7.2694  2.9245  26.9887
Si  -0.5525  5.4963  26.8119
Si  5.6649  4.878  26.9231
Si  1.8399  8.722  25.4834
Si  8.2615  7.8078  26.7153
Si  1.2153  1.2125  28.1379
Si  6.4294  1.1663  28.4663
Si  3.9437  3.8945  28.1495
Si  9.1802  3.9398  28.1497
Si  1.1198  6.7848  27.9494
Si  6.7272  6.6717  28.1002
Si  4.6819  10.3089  28.3743
Si  9.3791  9.4407  28.1067
Si  2.7358  0.0738  29.5685
Si  8.1275  -0.05  29.5406
Si  -0.1428  2.6968  29.4241
Si  5.3006  2.7504  29.7378
Si  2.62  5.4738  29.3298
Si  8.1045  5.4599  29.5893
Si  -0.0517  8.205  29.4595
Si  5.4741  8.2638  29.3978
Si  3.9653  1.4073  31.0574
Si  9.5213  1.3365  30.8655
Si  1.2642  4.1158  30.7725
Si  6.7584  4.1291  30.9656
Si  4.0253  6.8679  30.73
Si  9.5441  6.8354  30.8719
Si  1.362  9.5512  30.8329
Si  6.8105  9.513  30.9112
Si  -0.0077  -0.0088  32.2148
Si  5.4134  -0.0328  32.2605
Si  2.6106  2.8135  32.2869
Si  8.1592  2.7134  32.2504
Si  -0.0423  5.4562  32.2192
Si  5.3872  5.535  32.2246
Si  2.6953  8.1734  32.2046
Si  8.1995  8.1888  32.2689
Si  1.3284  1.3623  33.6189
Si  6.8086  1.3364  33.6109
Si  4.069  4.1265  33.6082
Si  9.551  4.0809  33.6027
Si  1.346  6.8085  33.5943
Si  6.8145  6.8312  33.612
Si  4.0666  9.5291  33.6074
Si  9.573  9.5682  33.6069
Si  2.7431  -0.0158  3.3915
Si  8.2232  0.0212  3.4263
Si  0.0302  2.7617  3.4217
Si  5.5066  2.7474  3.4114
Si  2.7467  5.4777  3.4281
Si  8.244  5.4893  3.4112
Si  0.0113  8.1945  3.3989
Si  5.4651  8.2063  3.4368
Si  4.1696  1.3055  4.7149
Si  9.625  1.3929  4.785
Si  1.3981  4.1205  4.8207
Si  6.8884  4.1381  4.7717
Si  4.1127  6.8175  4.8256
Si  9.6671  6.7973  4.7985
Si  1.3858  9.5394  4.7464
Si  6.8718  9.5666  4.7821
Si  0.0431  -0.0387  6.1076
Si  5.5264  0.0069  6.1684
Si  2.8196  2.6708  6.0267
Si  8.3307  2.8554  6.1307
Si  0.1017  5.5066  6.2981
Si  5.5274  5.4625  6.1893
Si  2.7139  8.1935  6.1656
Si  8.2598  8.1548  6.0808
Si  1.4831  1.3192  7.393
Si  6.9706  1.4861  7.4105
Si  4.2417  3.8945  7.4376
Si  9.6349  4.1867  7.6781
Si  1.391  6.9555  7.7331
Si  6.9491  6.8432  7.5274
Si  4.1152  9.5102  7.4822
Si  9.5798  9.5271  7.4338
Si  2.8426  0.0052  8.8483
Si  8.2238  0.0122  8.6679
Si  0.0968  2.5998  8.7821
Si  5.642  2.7307  8.9066
Si  2.8155  5.8815  9.3846
Si  8.2204  5.5641  9.1122
Si  -0.0932  8.2822  8.9911
Si  5.5845  8.2389  8.8291
Si  4.7124  0.8854  10.0571
Si  9.8136  1.0576  10
Si  1.6154  3.895  11.2404
Si  6.3912  4.5769  10.2901
Si  4.8994  6.5306  10.3275
Si  9.3701  7.1696  10.5428
Si  1.1771  9.8762  10.1496
Si  6.423  10.1369  9.8768
O  9.369  6.672  26.1951
O  5.623  -0.4484  25.3228
O  12.974  5.3699  10.7289
O  2.8032  3.1154  12.0023
O  5.071  5.5329  25.5152
O  0.6075  9.7473  25.722
O  0.0237  0.0286  10.5775
O  1.1607  3.0862  9.9352
O  6.5445  4.2334  11.9113
O  3.1673  4.5893  8.462
O  10.2178  6.402  11.7127
O  1.8573  9.3093  11.5411
O  4.5052  1.1713  11.6684
O  0.4017  4.0598  12.2631
O  9.129  1.7424  11.3157
O  4.9311  6.8512  11.9496
O  7.5196  8.5606  25.4486
O  12.7665  7.6236  26.6885
O  1.8042  8.0458  23.9995
O  3.6453  1.2439  25.9909
O  9.9106  0.895  25.8668
O  0.2642  4.6526  25.6571
O  7.7303  13.2941  25.5195
O  3.2089  9.5671  25.5276
Si  10.8399  2.1856  22.8461
Si  6.8529  9.7593  24.5704
Si  1.5247  11.967  16.8567
Si  10.6536  0.0049  14.6185
Si  5.7409  -0.245  16.5853
Si  12.8055  6.8295  17.2179
Si  3.3715  1.7523  12.6654
Si  4.1467  5.2672  24.2117
Si  4.1985  2.1348  15.7119
Si  10.1251  2.9345  17.3221
Si  8.6698  1.1903  12.7667
Si  -5.9527  9.1532  19.0842
Si  14.7353  4.4087  17.5233
Si  8.672  11.1946  16.6794
Si  8.6089  -0.2508  19.7774
Si  7.6584  -5.144  20.6994
Si  3.7357  2.492  19.8295
Si  7.3635  9.4329  11.8293
Si  5.4282  3.8927  21.8565
Si  10.9314  10.5058  21.5045
Si  -2.1995  1.3065  24.8154
Si  -0.6048  5.1897  12.7797
Si  -1.5881  8.1678  21.0525
Si  -4.9296  6.3652  18.1228
Si  7.2876  5.9103  15.2373
Si  2.8106  7.661  22.768
Si  5.1926  9.5305  22.0191
Si  -0.6291  5.7174  15.7314
Si  10.2696  4.0379  20.2974
Si  1.7991  10.0222  12.9966
Si  -4.9024  1.2432  20.9113
Si  5.5848  7.5043  13.2784
Si  1.5125  3.7408  25.1063
Si  1.0175  6.6754  20.2129
Si  7.4657  3.8363  13.1988
Si  14.5611  8.646  15.2458
Si  13.1972  -0.1963  19.5249
O  9.9298  3.3088  18.8853
O  5.1572  1.7259  19.6284
O  6.3519  2.5637  21.7896
O  1.5119  10.9077  18.0869
O  4.4749  7.5281  14.451
O  0.9617  2.9045  23.8297
O  7.0432  4.3871  14.6793
O  -3.3984  2.2199  13.2924
O  4.0114  2.061  14.1133
O  13.6107  1.2868  20.0811
O  9.0388  1.8644  16.7092
O  4.3114  3.6688  16.1832
O  13.6964  9.3608  14.0914
O  16.6634  10.2568  18.15
O  8.1618  10.5984  12.6338
O  18.2152  10.6291  16.1046
O  2.6834  7.9958  16.4113
O  8.8632  4.7264  20.6915
O  -5.7976  7.7199  18.3482
O  3.2052  3.3303  18.5692
O  4.0566  3.5676  21.0154
O  -5.3045  19.898  20.5607
O  6.318  5.1559  21.3546
O  10.8845  5.6686  14.2177
O  9.8963  1.1913  13.8214
O  2.6739  4.7571  24.6154
O  7.9682  -0.029  24.3215
O  0.3765  17.5832  16.5986
O  1.0013  0.4957  15.4391
O  5.0068  5.1174  18.3213
O  8.8107  -0.154  18.2058
O  8.8094  6.2979  15.6156
O  -0.8004  9.1852  22.0838
O  12.2253  -0.8666  20.6339
O  8.2784  7.0527  21.5512
O  0.2764  9.8862  13.5431
O  7.3673  0.5756  20.3599
O  0.5773  5.0993  20.1938
O  10.6932  2.9976  21.4606
O  2.6656  5.4404  17.0444
O  6.8507  6.7557  13.9348
O  8.3535  -2.7277  11.3249
O  5.186  11.1488  21.839
O  0.6667  13.2543  17.2507
O  9.3933  2.0764  23.5612
O  3.8976  6.5773  23.2999
O  9.693  -0.5864  15.7567
O  9.919  0.3311  20.5048
O  1.7599  7.0903  18.8223
O  4.6753  9.726  15.844
O  6.2896  9.1664  23.163
O  -2.4643  -1.8272  20.0866
O  3.716  8.9573  22.3724
O  8.9094  4.481  12.9241
O  7.2321  6.2441  19.1836
O  3.4811  -1.2336  19.3076
O  16.4029  1.3053  16.238
O  6.1928  -2.0003  12.8462
O  2.198  11.5841  12.7917
O  4.9534  4.1648  23.361
O  11.3579  11.5934  22.6116
O  1.9629  7.0751  21.494
O  -0.8022  4.2638  16.4132
O  6.4724  -4.6553  16.5776
O  -0.3954  7.449  20.2436
O  13.9675  1.4276  16.5457

Results
free energy: -59012.191 eV
free energy less fixed offsets of O -447.96, Si -113.29 eV per atom: -2.941 eV
gap between the highest filled and lowest empty level on this k mesh: 1.369 eV

The program warned: the cutoff lies below the one the program advises for these potential files; the forces do not sum to zero within the program's tolerance; the exchange-correlation potential is rough where the density is thin.
